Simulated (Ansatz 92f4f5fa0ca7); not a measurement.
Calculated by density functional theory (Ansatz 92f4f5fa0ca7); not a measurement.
Periodic cell of 208 atoms, Si128O80, from a study of silicon, its oxide and their interface. The atomic structure is a simulated model.

Settings: functional r2SCAN; potential files Ansatz PAW; basis plane waves; wave-function cutoff 800 eV; density cutoff ratio 5; exchange-correlation grid ratio 1; k mesh 1 x 1 x 1, shifted by 0.5 0.5 0 of a step; self-consistency stop 1e-10 eV per atom in the density residual; occupations fixed; spin none; net charge 0.

Cell vectors (angstrom)
a 10.88 0 0
b 0 10.88 0
c 0.4662 0.8337 30.4995

Atoms: element, x, y, z (angstrom)
Si 1.6541 -1.6451 -0.001
Si 4.3689 1.0237 -0.0092
Si 1.0623 4.355 0.0998
Si 3.9747 -3.7897 0.0756
Si -4.1034 -1.0836 0.1297
Si -1.757 1.6655 0.0839
Si 6.919 3.9062 0.164
Si -1.204 -4.3708 0.2246
Si 2.7111 -0.0097 1.3022
Si 5.3888 2.6627 1.3841
Si 2.742 -5.4024 1.3184
Si 5.5727 -2.7112 1.3752
Si -2.7062 0.0978 1.5452
Si -0.0383 2.7075 1.3263
Si 8.123 5.3895 1.5219
Si 0.0196 -2.7172 1.3444
Si 1.3464 1.3478 2.6626
Si 4.0472 4.0775 2.6884
Si 1.3814 -4.0709 2.7329
Si 4.1285 -1.3425 2.7024
Si 6.7434 1.3846 2.8511
Si 9.509 4.01 2.8034
Si 6.8053 6.8015 2.801
Si -1.3131 -1.3471 2.7354
Si 0.0284 0.0051 4.0894
Si 2.6921 2.7182 4.0471
Si 0.0133 5.4276 4.0817
Si 2.7558 -2.712 4.0654
Si 5.4099 -0.0091 4.1437
Si 8.1428 2.7085 4.1743
Si 5.4133 5.4211 4.0867
Si 8.184 -2.699 4.0999
Si 1.3562 -1.3704 10.9059
Si 4.059 1.3587 10.8931
Si 1.3224 4.0503 10.8202
Si 4.0952 -4.0797 10.8191
Si 6.8304 -1.3371 10.8458
Si -1.3425 1.339 10.8248
Si 6.8141 4.0888 10.8829
Si -1.3649 6.8232 10.9101
Si 2.6916 0.0055 12.2713
Si 5.4536 2.7154 12.2169
Si 2.6905 5.4277 12.1007
Si 5.4816 -2.7237 12.1537
Si -2.6852 0.0227 12.2085
Si -0.0034 2.669 12.2005
Si 8.1656 5.4515 12.2612
Si -0.0229 -2.6919 12.2983
Si 1.3124 1.3345 13.6704
Si 4.0392 4.0858 13.4662
Si 1.3653 -4.1299 13.5252
Si 4.1447 -1.3495 13.508
Si -4.0263 1.401 13.5722
Si -1.3623 4.0332 13.5553
Si 6.8031 -4.0557 13.6011
Si -1.3756 -1.2984 13.6785
Si -0.351 0.3441 15.0654
Si 2.5527 2.9238 14.8545
Si 0.2928 -5.7992 14.7978
Si 2.994 -2.9627 14.7071
Si 5.7319 -0.2098 14.8178
Si -2.5594 2.6079 14.9993
Si 5.1336 5.6716 14.767
Si -2.9804 -2.4557 14.9447
Si 0.1638 -5.0501 17.6523
Si 0.5082 -1.594 -2.8343
Si 7.2597 4.4765 21.8155
Si 6.8346 -4.6398 19.3964
Si -0.1764 0.5233 -7.2739
Si 3.923 0.2058 19.755
Si 2.2676 4.1561 -2.6594
Si -1.9861 -2.9611 17.901
Si 1.8409 -0.3164 -5.1591
Si 8.0328 0.2025 -2.2204
Si 4.4323 -1.5322 -4.7377
Si 0.019 -0.7395 18.0278
Si 6.4094 3.9792 17.1384
Si 5.1428 0.9824 -2.8843
Si 6.4148 -3.8582 -4.1513
Si 5.1761 5.3076 -2.0944
Si 8.1518 -3.071 -6.4017
Si -1.9028 -3.3415 -2.5584
Si -1.1664 3.3576 -7.844
Si 4.1174 3.5774 -7.4277
Si 1.0342 1.0434 20.326
Si 2.5113 -4.5916 21.5324
Si 4.4099 1.6232 17.0568
Si 5.647 2.0898 21.5624
Si 2.1797 -2.8164 17.5218
Si 3.3989 2.386 -4.7016
Si 4.2334 -2.8576 19.6966
Si -0.2588 -4.8283 -6.9029
Si 0.5058 -4.3636 -3.9082
Si 6.3005 -0.844 -6.9103
Si -2.3293 -0.4741 -5.2005
Si 0.8427 4.1822 20.0458
Si 1.3928 -1.3602 5.4299
Si 4.0496 1.3756 5.4427
Si 1.3585 4.0699 5.4445
Si 4.0747 6.7936 5.4485
Si 6.8056 -1.361 5.4676
Si -1.3539 1.3363 5.4744
Si 6.7826 4.0977 5.4714
Si 9.5364 -4.082 5.4345
Si 2.7196 0.0045 6.7998
Si 5.4249 2.7205 6.8018
Si 2.7157 5.4335 6.8063
Si 5.443 -2.7312 6.8095
Si -2.718 -0.011 6.8327
Si -0.0004 2.7187 6.814
Si 8.1582 -5.4205 6.7967
Si 0.0216 -2.724 6.7802
Si 1.363 1.3462 8.1553
Si 4.079 4.0753 8.1584
Si 1.3556 6.7987 8.1596
Si 4.08 -1.3532 8.1531
Si 6.7877 1.3685 8.1648
Si -1.3736 4.093 8.1493
Si 6.8118 -4.0751 8.164
Si -1.3379 -1.3816 8.1492
Si 0.0186 -0.0268 9.5044
Si 2.7187 2.7077 9.503
Si -0.0276 5.4555 9.5158
Si 2.7152 -2.7103 9.5095
Si 5.4278 0.0061 9.5228
Si 8.162 2.7276 9.5115
Si 5.4575 5.4278 9.4992
Si 8.1779 -2.717 9.5134
O 0.4815 -4.4241 -5.5194
O -0.8369 4.5531 -6.8125
O 4.0567 2.0817 -8.0846
O 2.3278 -2.2539 16.022
O 8.1091 2.8914 -0.2836
O 3.2268 2.3433 16.2271
O 7.6832 3.3235 16.3496
O 1.4477 4.0375 15.3203
O 1.6015 3.6664 -1.2706
O 1.0983 -0.2037 -6.5868
O 2.4578 0.2802 20.4454
O 0.1741 -0.2068 16.5121
O 0.3231 4.5019 18.5552
O -0.4339 -5.3619 16.1934
O -2.3573 -3.0662 16.3307
O -1.0429 -1.9617 -2.5278
O -1.4196 -1.475 18.2241
O 6.2019 4.4544 -1.1875
O 1.151 -2.99 -3.3414
O 2.8135 -2.7366 -0.3828
O -2.0821 -3.8374 -1.0311
O 4.7701 -4.2308 -1.2789
O 5.4068 -3.9696 19.7818
O -0.0587 -5.4066 -0.3374
O 2.7954 0.9743 -5.1528
O 3.1114 4.6695 -8.0428
O 7.5225 -5.1966 20.7706
O 3.6232 -2.9041 18.2113
O 3.8033 4.5302 -2.3601
O 4.1499 1.316 -1.6094
O -1.0363 -4.4412 -3.386
O 4.5671 -1.2793 19.9503
O -2.2115 0.0171 -3.6853
O 1.2959 2.6337 20.1242
O 7.225 -2.1217 -7.3622
O 5.6258 4.937 16.1212
O 5.1757 0.5629 16.1288
O 8.1053 3.1714 -7.8525
O 7.6173 -3.3627 18.7922
O 5.6487 4.0866 -7.6071
O 0.1608 0.4607 19.101
O 4.9274 1.2666 20.4172
O 1.4154 5.3565 -3.2867
O -1.6492 0.9133 -1.3688
O 4.0646 -4.0728 15.2676
O 5.4362 2.7607 17.6173
O 6.0584 0.1993 -8.0835
O 5.9056 -5.2417 -3.4942
O -1.4147 0.2211 -6.3028
O -0.3339 4.4876 21.1131
O 1.5937 -4.3201 17.5124
O 5.1013 -2.9273 -4.2812
O 1.2085 -1.8033 18.3237
O -1.4637 1.4838 15.4866
O 5.4447 -0.1864 -0.0942
O 2.039 5.2041 20.4248
O 3.7594 0.7236 18.2342
O 4.8895 -1.2685 -6.2708
O 7.1607 -4.0751 -5.5799
O 7.5231 -1.1015 -1.3449
O 4.8188 2.1342 -3.9659
O 2.8241 -1.5826 -4.9148
O 3.1598 -3.3103 20.8155
O 0.8199 -4.8076 -8.0982
O 0.7272 -0.4484 -3.9667
O -0.211 2.1422 -7.3441
O 6.7951 4.9558 18.3883
O 7.0404 -0.1411 -5.6502
O 1.1488 -1.0696 -1.4414
O 2.2659 2.9549 -3.7099
O 0.2014 0.8061 21.7098
O 3.6772 3.4257 -5.8855
O 6.6833 3.1949 20.9928
O -0.8667 -4.0341 18.3462
O 4.836 -0.4592 -3.5733
O 7.4931 -3.1832 -3.1495
O 6.6871 1.1037 -2.4094
O -1.5378 -3.8411 -7.1708
O -2.0345 -2.0723 -5.3071
O 6.7763 -1.3414 15.3903

Results
free energy: -127503.517 eV
free energy less fixed offsets of O -570.45, Si -639.56 eV per atom: -3.837 eV

Forces (eV/angstrom), in the order of the atoms: element, x, y, z
Si 0.016 -0.0151 0.1121
Si -0.0025 -0.0033 0.12
Si -0.0149 0.014 0.1005
Si -0.0153 0.0067 0.0843
Si -0.0157 -0.008 0.1029
Si 0.0033 0.0201 0.0927
Si 0.0181 -0.0133 0.0861
Si 0.0225 -0.0136 0.0948
Si -0.0027 0.0025 -0.0056
Si -0.0002 0.0026 -0.008
Si 0.0031 -0.0027 -0.0093
Si 0.0003 -0.0046 -0.0013
Si 0.001 0.002 -0.0087
Si 0.0029 -0.0003 -0.0047
Si -0.0019 0.0016 -0.0037
Si -0.0029 0.0029 -0.008
Si -0.0001 0.0009 0.0009
Si -0.001 0.0002 0.0019
Si 0.0002 0.001 -0.0011
Si 0.0013 0.0002 0
Si -0.0003 -0.0002 0.0015
Si -0.0008 -0.0003 -0.0005
Si 0.0001 0.0008 0.0014
Si 0.0008 0.0007 0.0021
Si 0.0001 -0.0002 -0.0014
Si -0.0002 0.0002 -0.0012
Si 0.0002 0.0001 -0.0008
Si -0.0001 -0.0005 -0.0006
Si -0.001 -0.0003 -0.0003
Si 0.0006 0.0012 -0.0006
Si 0.0004 0.0012 -0.0016
Si -0.0008 0 -0.0012
Si 0.0002 0.0001 -0.0005
Si 0.0001 -0.0006 -0.0007
Si -0.0005 -0.0005 -0.0002
Si 0.0004 0.0002 -0.0002
Si -0.0004 0.0007 -0.0015
Si -0.0004 0.0012 -0.0006
Si -0.0002 0.0006 -0.0013
Si 0.0005 0.0001 -0.0006
Si -0.0009 0.0007 0.0005
Si 0.0001 -0.0004 0.0016
Si -0.0008 0.0014 -0.0012
Si 0.0001 -0.0002 0.0007
Si -0.0001 -0.0009 0.0005
Si 0.0009 0 -0.0003
Si 0.0006 0.0001 0.0011
Si -0.0007 0.0007 -0.0003
Si -0.0018 0.0009 -0.0053
Si -0.0014 0.0009 -0.0048
Si 0.0023 -0.0021 -0.0084
Si 0.0014 -0.0015 -0.006
Si 0.0018 0.0002 -0.0056
Si -0.0005 -0.0011 -0.0047
Si -0.0015 0.0025 -0.0061
Si -0.0019 0.0017 -0.0074
Si 0.0161 -0.0185 0.1128
Si 0.0145 -0.0083 0.0884
Si -0.0142 0.0112 0.1018
Si -0.0162 0.0141 0.0966
Si -0.0128 0.0156 0.0864
Si -0.0137 0.0171 0.092
Si 0.0066 -0.0134 0.0861
Si 0.0188 -0.0179 0.1025
Si 0.0234 -0.0334 0.2182
Si -0.0015 0.0003 0.2227
Si -0.0127 -0.0465 0.2054
Si -0.0078 -0.0077 0.2413
Si 0.0011 -0.0449 0.2715
Si 0.028 0.0202 0.2316
Si 0.0086 0.0027 0.2147
Si -0.0074 -0.0095 0.2038
Si 0.0133 -0.0188 0.2162
Si -0.0009 0.0017 0.2352
Si 0.0096 0.0041 0.2076
Si 0.0082 0.0252 0.2255
Si -0.0045 0.0246 0.2144
Si 0.0093 0.025 0.2288
Si -0.0115 -0.0298 0.2146
Si 0.0143 0.0082 0.2049
Si -0.0249 0.0028 0.196
Si -0.0004 -0.0018 0.2116
Si 0.0207 -0.0005 0.2159
Si -0.0292 -0.0234 0.2407
Si -0.0187 0.0317 0.2532
Si -0.0274 -0.0202 0.2396
Si -0.0137 -0.0238 0.219
Si 0.0368 -0.0029 0.2318
Si 0.0256 -0.0151 0.2014
Si -0.0026 -0.0265 0.2458
Si -0.0135 -0.006 0.2121
Si -0.0179 0.0724 0.2482
Si 0.0079 0.0028 0.2378
Si -0.0012 -0.0518 0.2266
Si -0.0058 -0.0048 0.2464
Si 0.004 0.0027 0.2437
Si 0.0001 0.0005 -0.0008
Si 0.0004 -0.0003 -0.0006
Si -0.0001 0.0005 -0.0009
Si -0.0003 0.0007 -0.0006
Si -0.0006 0.001 -0.0012
Si 0.0001 0.0004 -0.001
Si 0.0004 0.0003 -0.0008
Si -0.0001 -0.0001 -0.0008
Si 0.0002 0.0002 -0.0008
Si -0.0002 -0.0001 -0.0011
Si 0.0001 0.0002 -0.0012
Si 0.0001 0.0003 -0.0011
Si -0.0001 0.0002 -0.0013
Si 0 0 -0.0013
Si 0.0001 0.0003 -0.0009
Si 0 0.0001 -0.0013
Si 0.0001 0.0005 -0.0003
Si 0 0.0002 -0.0004
Si 0 0.0006 -0.0008
Si -0.0003 0.0001 -0.0006
Si -0.0001 0.0003 -0.0006
Si 0.0001 0.0003 -0.0005
Si -0.0001 0.0006 -0.0004
Si -0.0001 0.0002 -0.0002
Si -0.0001 -0.0008 -0.001
Si 0.0004 -0.0004 -0.0011
Si -0.0004 0.0007 -0.0012
Si -0.0005 0.0007 -0.0014
Si -0.0002 0.0008 -0.0015
Si -0.0005 0.0004 -0.0016
Si 0 -0.0007 -0.0008
Si 0.0005 0.0001 -0.0013
O -0.0272 -0.0285 -0.1953
O -0.0132 -0.0513 -0.0953
O 0.0207 -0.0321 -0.1009
O 0.0238 0.0029 -0.1438
O -0.0002 -0.0058 -0.0423
O -0.0418 0.0322 -0.1103
O 0.0437 -0.0362 -0.1071
O 0.0045 -0.0059 -0.0522
O 0.0353 -0.0025 -0.1421
O -0.0574 0.0339 -0.1475
O 0.0236 -0.0135 -0.0858
O -0.0142 0.0371 -0.167
O -0.029 0.0535 -0.1531
O -0.0044 -0.0228 -0.1453
O -0.0337 0.017 -0.1597
O 0.0106 -0.0006 -0.0715
O -0.0034 -0.0083 -0.0695
O -0.0439 0.0358 -0.1114
O 0.0027 -0.0277 -0.0808
O -0.0046 0.0061 -0.0493
O -0.0181 0.0317 -0.1462
O 0.0305 -0.037 -0.1085
O 0.0175 -0.0034 -0.0751
O 0.0013 0.0012 -0.0476
O -0.0149 -0.0094 -0.0794
O -0.0402 0.0461 -0.1082
O -0.014 0.0645 -0.1545
O -0.0525 0.0029 -0.1301
O -0.0329 -0.0176 -0.0784
O 0.0262 -0.0025 -0.1595
O 0.0342 -0.0176 -0.0918
O -0.0061 -0.0102 -0.0711
O 0.0207 -0.0255 -0.1846
O 0.0068 0.0035 -0.0789
O -0.0142 0.0118 -0.0943
O -0.0306 0.0379 -0.1156
O 0.0358 -0.0427 -0.1128
O -0.0304 0.0121 -0.0791
O 0.0453 0.0326 -0.0978
O 0.044 -0.002 -0.0949
O -0.0345 -0.0661 -0.147
O -0.062 -0.0593 -0.1363
O -0.0323 0.038 -0.0881
O -0.0232 -0.0361 -0.117
O 0.0043 -0.0027 -0.0518
O 0.0034 0.0031 -0.0797
O -0.0443 0.0794 -0.1393
O 0.0311 0.0398 -0.1164
O 0.0566 0.038 -0.1263
O 0.041 0.0009 -0.153
O -0.0019 0.0068 -0.0687
O -0.0116 0.0296 -0.0764
O -0.0002 -0.0121 -0.0725
O -0.0057 0.0057 -0.0486
O -0.0006 0.0096 -0.0632
O -0.0246 -0.0339 -0.1076
O 0.0172 0.0506 -0.1697
O 0.0409 0.0225 -0.1313
O 0.0469 0.0136 -0.1266
O 0.0294 0.0249 -0.1252
O -0.037 0.0286 -0.1136
O -0.0069 0.0072 -0.0657
O 0.0489 0.0505 -0.1225
O 0.0745 -0.0252 -0.1369
O 0.0338 0.0389 -0.1307
O -0.0142 0.0364 -0.0907
O -0.014 -0.0701 -0.1466
O -0.0277 -0.0035 -0.1052
O -0.0343 0.0016 -0.1602
O 0.0208 -0.0423 -0.1191
O 0.0315 -0.0098 -0.1909
O 0.0338 0.0486 -0.1895
O 0.0081 0.0102 -0.083
O 0.0009 0.007 -0.073
O -0.0209 -0.0568 -0.1128
O -0.0431 -0.0031 -0.1014
O -0.0237 0.0007 -0.0769
O 0.0307 -0.0306 -0.0882
O -0.0113 -0.0115 -0.1012
O -0.0024 0.0029 -0.0475

The program warned: the cutoff lies below the one the program advises for these potential files; the forces do not sum to zero within the program's tolerance; empty levels may hold ghost states of the PAW files; the exchange-correlation potential is rough where the density is thin.
